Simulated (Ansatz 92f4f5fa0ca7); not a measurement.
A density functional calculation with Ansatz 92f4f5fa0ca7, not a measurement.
Periodic cell of 226 atoms, Si132O92P2, from a study of silicon, its oxide and their interface. The atomic structure is a simulated model.
Doubt: the cutoff is far below the 930 eV that the study's wrapper takes by default for these files, so forces and energies are approximate.

Settings: functional PBE; potential files Ansatz PAW; basis plane waves; wave-function cutoff 580 eV; density cutoff ratio 5; exchange-correlation grid ratio 1; k mesh 1 x 1 x 1, Gamma-centred; self-consistency stop 5e-08 eV per atom in the density residual; occupations fixed; spin none; net charge 0.

Cell vectors (angstrom)
a  10.938  0  0
b  0  10.938  0
c  0  0  31.9494

Atoms and the computed forces on them: element, x, y, z (angstrom), force x, y, z (eV/angstrom)
Si  10.6613  0.0039  24.4596  -0.0784  0.2223  0.5264
Si  5.075  0.1295  24.6752  -0.1939  0.1985  0.2073
Si  2.8191  2.2878  24.5312  0.0972  -0.005  0.3948
Si  8.5704  2.4275  24.5622  -0.0183  -0.0486  0.2623
Si  10.7212  5.6007  24.317  -0.0892  -0.073  0.0854
Si  5.1729  5.646  24.4388  0.0205  0.0478  0.4558
Si  2.9914  7.9748  24.4068  0.193  -0.0475  0.1101
P  8.4583  7.8731  24.4382  -0.4352  -1.1352  0.3773
Si  1.3035  1.1239  25.8746  -0.0396  -0.0133  -0.0997
Si  6.8176  1.3401  25.7297  -0.0757  -0.0958  -0.027
Si  3.9939  4.0271  25.7236  0.0417  0.0282  -0.0689
Si  9.6833  4.0396  25.8129  0.1022  0.0177  0.1096
Si  1.3319  6.8151  25.6249  0.0461  -0.0305  0.2135
Si  6.8341  6.7704  25.7591  -0.374  -0.3296  -0.2212
Si  3.9916  9.4797  25.9571  -0.0342  0.0027  -0.0135
P  9.4607  9.4266  25.8029  0.7818  1.0805  0.039
Si  2.6496  -0.1319  27.3092  -0.0619  0.019  0.0893
Si  8.1114  -0.0243  27.195  0.1369  -0.2511  -0.2458
Si  0.0836  2.6862  27.1918  0.0301  -0.0023  -0.0146
Si  5.4607  2.7377  27.1145  -0.0544  0.056  -0.0471
Si  2.6602  5.4349  27.1011  0.0576  -0.1142  -0.1254
Si  8.2251  5.3854  27.1194  -0.063  0.0995  -0.0501
Si  0.0243  8.1325  27.1428  -0.2581  0.0406  -0.2654
Si  5.5057  8.1806  27.1829  0.1314  -0.0837  -0.0311
Si  4.0966  1.3497  28.4937  -0.0415  -0.0666  0.0161
Si  9.5659  1.3464  28.4983  0.02  -0.1379  -0.0321
Si  1.4003  4.08  28.5651  -0.1414  0.0536  -0.0408
Si  6.8134  4.0878  28.5146  -0.0603  0.0597  0.0354
Si  4.0839  6.7803  28.4697  0.1313  0.0449  -0.0012
Si  9.5476  6.7943  28.4851  0.0344  -0.172  0.048
Si  1.2777  9.4965  28.6419  0.068  0.2088  -0.1648
Si  6.8253  9.5296  28.5921  -0.0665  0.0455  -0.0253
Si  -0.0397  -0.0017  29.9215  0.0365  0.0602  -0.1017
Si  5.4593  0.007  29.8972  0.0261  0.0195  -0.0543
Si  2.7643  2.7232  29.9026  0.0021  -0.0635  -0.0707
Si  8.1887  2.7262  29.8774  -0.0755  0.1164  -0.0999
Si  -0.0016  5.4581  29.8871  0.0537  0.013  -0.0722
Si  5.4589  5.4626  29.8845  0.0681  -0.0461  -0.1062
Si  2.7421  8.1637  29.8951  0.0387  -0.0518  -0.0628
Si  8.2272  8.1828  29.9013  -0.032  -0.0003  -0.0527
Si  1.3673  1.3673  31.2657  0.1145  0.0358  -0.0637
Si  6.8362  1.3673  31.2657  0.026  -0.0067  -0.0229
Si  4.1018  4.1018  31.2657  0.1177  -0.0453  0.1003
Si  9.5708  4.1018  31.2657  -0.0892  -0.0636  -0.0946
Si  1.3673  6.8362  31.2657  -0.0063  -0.2071  0.0615
Si  6.8362  6.8362  31.2657  -0.0027  -0.069  -0.1121
Si  4.1018  9.5708  31.2657  -0.0599  -0.0286  -0.0749
Si  9.5708  9.5708  31.2657  -0.2077  -0.1139  0.2355
Si  2.7345  0  0.6835  0.006  0.0468  -0.0526
Si  8.2035  0  0.6835  -0.033  0.0425  -0.2099
Si  0  2.7345  0.6835  0.072  0.1098  -0.0247
Si  5.469  2.7345  0.6835  0.0154  0.1392  0.0585
Si  2.7345  5.469  0.6835  -0.0784  -0.0381  -0.1364
Si  8.2035  5.469  0.6835  0.001  0.0281  -0.0857
Si  0  8.2035  0.6835  0.1016  0.0898  0.0768
Si  5.469  8.2035  0.6835  0.0529  0.1445  0.023
Si  4.0964  1.3766  2.0647  0.0024  -0.0008  0.0007
Si  9.593  1.3475  2.0422  0.0734  -0.0408  -0.0162
Si  1.3525  4.1372  2.0544  -0.0761  0.0378  0.0096
Si  6.8301  4.1328  2.0473  -0.1011  0.0338  -0.0354
Si  4.0878  6.8429  2.0442  0.0031  0.0271  -0.0155
Si  9.5727  6.8374  2.066  0.0434  -0.0099  -0.0172
Si  1.3633  9.6023  2.0571  -0.0828  -0.0031  -0.0222
Si  6.8318  9.6135  2.046  -0.1364  0.0359  0.0133
Si  0.0239  0.0264  3.4786  0.0079  -0.0061  -0.1006
Si  5.4765  0.0292  3.4567  0.0417  0.0039  -0.0794
Si  2.7008  2.7655  3.3983  0.092  0.0024  0.0184
Si  8.2549  2.7743  3.3269  -0.0904  -0.0028  0.1748
Si  0.0247  5.5119  3.4843  -0.0264  -0.0463  -0.125
Si  5.4633  5.52  3.4289  0.0702  -0.0624  -0.0306
Si  2.7252  8.2317  3.3924  0.0361  0.0137  0.0454
Si  8.2387  8.2897  3.379  -0.0577  -0.1132  0.0605
Si  1.3664  1.4465  4.8391  0.0458  0.0285  0.0389
Si  6.9044  1.4672  4.7249  0.0538  0.0589  -0.0478
Si  4.0512  4.1461  4.7568  -0.0139  -0.0279  -0.0246
Si  9.5919  4.0719  4.7793  -0.0004  -0.0044  -0.0118
Si  1.3581  6.9651  4.8419  0.0638  0.0322  0.0193
Si  6.8353  6.9792  4.727  0.042  0.0697  -0.0351
Si  4.0852  9.5651  4.7856  -0.0047  -0.0304  -0.0052
Si  9.616  9.5683  4.8386  0.0008  0.0216  0.0337
Si  2.7564  0.0336  6.1317  -0.0321  -0.0238  -0.0105
Si  8.2935  0.1146  6.0884  -0.0098  0.0056  -0.0126
Si  0.0126  2.7898  6.3013  -0.016  -0.0039  -0.0014
Si  5.5083  2.8316  6.0681  0.0103  0.0146  -0.0187
Si  2.7511  5.5877  6.1373  -0.0196  -0.0161  -0.0107
Si  8.25  5.5906  5.959  -0.0008  0.0015  -0.021
Si  0.0439  8.2977  6.3702  -0.0106  -0.013  -0.0002
Si  5.4944  8.2948  6.2161  0.006  -0.003  -0.0158
Si  4.4216  1.1733  7.3235  0.0269  -0.0127  -0.0212
Si  9.8081  1.1425  7.6209  0.0271  -0.01  -0.0619
Si  1.1773  4.4896  7.4975  -0.0089  0.0305  -0.0234
Si  6.6385  4.5339  7.2463  -0.0357  -0.0085  -0.0567
Si  4.3223  6.6989  7.5364  0.018  -0.0087  -0.0313
Si  9.7276  6.602  7.5032  0.0276  -0.0085  -0.0454
Si  1.2795  9.9341  7.6923  -0.014  0.0346  -0.0141
Si  6.7193  9.9557  7.4003  -0.0244  0.0024  -0.025
O  9.5775  1.1885  24.0292  -0.0897  -0.0115  -0.108
O  4.1205  6.8373  23.9339  -0.0379  0.0053  -0.0911
O  3.9973  1.2226  24.0131  0.126  -0.0352  -0.0784
O  9.5034  6.7869  23.8276  -0.1694  0.506  0.1094
O  -0.0301  5.5284  8.0117  0.0078  0.0122  0.0173
O  5.5705  0.1164  7.9036  -0.0056  0.0068  0.0121
O  0.0694  0.0806  8.1415  0.0077  -0.0013  0.0156
O  5.5318  5.6048  7.8784  -0.0137  0.0144  0.0282
O  7.5898  3.939  8.4348  0.022  -0.003  0.0505
O  8.7328  7.0327  8.7717  -0.0256  0.0222  0.0434
O  2.1802  9.4509  9.0314  0.0221  -0.0167  0.0427
O  8.8941  1.6654  8.9272  -0.0277  0.0325  0.0576
O  7.6155  9.4538  8.6966  0.0247  -0.016  0.0604
O  3.6044  1.8006  8.6009  -0.0158  0.0362  0.0618
O  3.5828  7.216  8.9435  -0.0206  0.0374  0.0766
O  2.0645  3.9922  8.8091  0.0229  -0.0155  0.0441
O  8.1483  3.4683  23.3435  0.0413  -0.024  -0.082
O  0.4393  4.9574  22.9155  -0.1475  0.1821  0.1204
O  1.8707  2.7501  23.2654  -0.1167  0.1462  -0.2099
O  5.8518  4.9264  23.1146  0.0893  -0.0412  -0.1121
O  5.5561  9.9854  23.5235  0.0849  -0.0612  -0.1285
O  2.4424  8.7093  23.0234  -0.0698  0.0468  -0.1214
O  0.174  10.0671  23.1276  -0.0353  -0.2959  -0.0717
O  7.857  8.6421  23.1667  0.4875  -0.1928  0.1434
Si  8.6667  7.6938  18.4368  -0.0003  -0.0016  -0.0648
Si  8.7858  6.3583  13.633  -0.0107  0.0019  -0.0916
Si  3.7919  1.538  14.7426  -0.0029  0.0026  -0.0922
Si  2.1353  5.7495  17.6374  0.0006  -0.016  -0.0613
Si  2.4182  3.1403  19.4946  -0.009  0.0199  0.0235
Si  9.8137  9.0313  12.0814  -0.0026  -0.0075  -0.1039
Si  1.3107  9.4256  22.0957  0.1214  0.0212  0.1068
Si  9.1706  0.963  13.2015  -0.0048  0.0096  -0.1004
Si  1.4229  5.0546  13.0276  0.0105  -0.0012  -0.0887
Si  1.7943  8.2553  12.8188  0.0044  -0.0135  -0.1231
Si  6.6735  9.5791  22.444  -0.2868  0.2726  0.1427
Si  4.5243  4.5999  15.7155  -0.0042  -0.0004  -0.0935
Si  8.2078  3.0058  9.5886  -0.0046  -0.0175  -0.1126
Si  0.8387  8.2444  19.2805  0.0244  -0.0034  -0.0597
Si  6.9524  1.3618  21.0864  -0.0669  0.0812  0.0585
Si  8.2278  8.3048  9.6751  -0.0104  0.0042  -0.1231
Si  10.8939  5.2097  15.6101  -0.0025  0.0067  -0.1021
Si  7.5688  9.4976  16.3229  -0.0026  0.0201  -0.0844
Si  9.9294  2.0634  20.2924  0.0082  0.0357  0.0182
Si  3.2168  8.5071  9.9132  0.0017  -0.0092  -0.1393
Si  6.6985  3.3463  17.4111  -0.0088  0.0126  -0.0483
Si  1.1557  0.2122  19.812  0.0303  -0.0022  0.0282
Si  3.2315  2.8123  12.3036  0.0113  0.0008  -0.1161
Si  7.2279  5.3894  19.682  -0.0197  -0.0437  0.0032
Si  5.7476  8.6626  11.5473  -0.0005  -0.0107  -0.1192
Si  5.7846  6.0655  13.2024  0.0096  0.0084  -0.1082
Si  4.6337  9.7025  17.6417  -0.0087  0.0058  -0.0477
Si  1.0157  3.6012  22.172  0.1264  -0.1833  0.146
Si  4.9001  1.4828  18.8027  -0.003  0.0035  -0.0017
Si  3.1931  3.0651  9.5203  -0.0021  0.0041  -0.1206
Si  6.4478  10.8177  13.7941  -0.0018  -0.0004  -0.1053
Si  10.3483  0.1162  15.9782  0.0105  -0.0022  -0.0864
Si  5.6606  3.6441  11.1602  0.0021  -0.0127  -0.1078
Si  9.8398  3.8959  11.9076  -0.0095  -0.0027  -0.1054
Si  2.3436  9.9175  15.5574  -0.004  -0.0067  -0.0932
Si  6.0986  8.1167  19.8137  -0.0514  -0.0212  -0.0776
Si  6.9447  3.9752  22.3718  -0.145  0.017  0.1611
Si  9.7586  2.7819  17.3648  0.0125  0.0023  -0.0548
O  7.1952  6.3733  13.9751  0.0075  0.0009  0.0385
O  1.8802  7.0558  18.6963  -0.0079  0.0196  0.027
O  10.2966  4.0392  16.5268  -0.0132  -0.0266  0.0393
O  6.1654  9.9454  17.0667  -0.012  -0.0079  0.0237
O  10.1434  0.6978  14.4739  0.0227  -0.0184  0.0753
O  8.4525  6.1117  18.8518  0.009  0.0113  0.0089
O  5.168  0.6851  14.4349  -0.012  0.0065  0.0387
O  5.7289  2.0475  17.5266  -0.0025  -0.0078  0.019
O  8.3433  1.9568  20.5431  0.0105  -0.0277  -0.0203
O  1.9901  4.2992  18.4114  -0.0014  -0.0094  0.0093
O  6.9658  2.7899  10.6507  -0.0199  0.0095  0.0477
O  4.8672  2.6988  12.2269  -0.0138  -0.01  0.0505
O  6.0265  4.3936  16.3555  0.023  -0.0145  0.0367
O  4.5626  3.9005  9.9415  0.0215  0.0055  0.0595
O  10.6868  2.7668  21.5578  -0.0222  0.0253  -0.0422
O  9.725  6.1607  14.9682  0.0264  -0.0109  0.0565
O  6.0167  6.4831  19.8333  0.0079  0.0161  0.0036
O  4.081  0.1723  18.2855  -0.002  0.0041  0.0052
O  9.2573  10.5537  12.2755  -0.0027  0.0244  0.0437
O  2.8544  4.3588  12.7042  -0.0091  0.0116  0.041
O  1.8759  10.7179  21.2366  -0.0189  -0.0193  -0.0407
O  3.9964  2.7219  19.381  0.0001  -0.0014  -0.005
O  0.7294  10.0413  15.9738  -0.0074  0.0012  0.0291
O  1.2819  9.8001  18.8572  -0.0073  -0.0092  -0.0007
O  1.7125  1.6615  19.2805  -0.0125  -0.0161  0.0004
O  8.9378  10.3915  16.5082  -0.0081  -0.0128  0.0291
O  4.88  8.6066  18.8397  0.0221  -0.0105  0.0381
O  9.5723  8.7528  10.4891  0.0234  0.0113  0.0753
O  6.7502  4.0797  18.8627  0.0107  0.0095  0.0066
O  2.8342  1.7239  13.4198  0.0074  -0.0216  0.0632
O  5.9023  8.7246  21.3102  0.0888  -0.0381  0.0567
O  2.5389  2.4378  10.8822  0.0008  -0.0046  0.0771
O  7.6298  4.8539  21.1719  0.0496  0.0389  -0.0678
O  5.2084  7.4708  12.556  0.001  -0.0234  0.052
O  0.4315  9.0686  12.503  0.0095  0.0001  0.0389
O  7.5781  1.0551  13.5786  -0.007  -0.0055  0.0361
O  7.1057  9.6355  14.7532  0.0202  -0.0198  0.0685
O  8.9778  5.0324  12.6954  -0.0055  0.0238  0.0503
O  8.0966  8.0337  16.9117  0.0086  -0.0127  0.0385
O  6.2097  2.5832  21.895  0.0272  -0.0769  -0.0878
O  2.4554  9.0625  14.1202  0.0118  0.0317  0.0812
O  0.4236  4.4856  11.8682  0.014  0.0085  0.0434
O  0.7886  8.3216  20.9546  -0.0048  -0.0016  -0.0286
O  9.3858  3.8211  10.3519  0.0233  0.0172  0.0711
O  9.6544  2.3856  12.5416  -0.0024  -0.0304  0.0445
O  7.6358  8.5608  19.3956  0.004  0.0066  0.0242
O  2.5533  8.1737  11.3705  -0.0287  -0.0014  0.095
O  3.9773  3.0557  15.3885  0.0064  0.0178  0.0364
O  0.8421  4.4935  14.444  -0.0178  0.001  0.0682
O  10.0553  3.0072  18.9569  0.001  -0.0088  0.0181
O  9.1431  7.8054  12.9491  -0.007  -0.0246  0.0461
O  10.5005  0.5393  20.0694  -0.0168  -0.0067  -0.0134
O  6.0278  5.0322  11.9383  0.0012  0.0345  0.0638
O  8.1588  2.7516  17.0118  -0.0051  -0.004  0.0161
O  3.533  5.481  16.7359  -0.0208  0.0128  0.0411
O  4.6694  9.1246  10.3862  0.027  0.0019  0.0631
O  1.5305  6.6756  13.1794  -0.0023  -0.01  0.0331
O  4.7596  5.4858  14.3488  -0.0204  -0.0246  0.0749
O  2.0554  3.843  20.9303  -0.005  0.015  -0.0644
O  10.5502  1.4124  16.9527  -0.0016  0.0132  0.0305
O  0.947  6.0778  16.5627  0.0196  0.0035  0.0472
O  7.3561  10.9605  21.9315  0.0398  -0.1101  0.0013
O  5.9281  0.9044  19.9246  0.0007  -0.0178  -0.0036
O  6.0652  10.021  12.4116  0.0139  0.0383  0.0705
O  2.8505  0.5386  15.6118  -0.0075  -0.0142  0.0325
O  7.0549  8.008  10.7836  -0.0263  0.0045  0.0602
O  10.2483  8.0155  18.6927  0.0105  -0.0004  0.0121
O  3.4447  9.191  16.5965  0.0281  -0.0095  0.0469

Results
free energy: -137745.724 eV
free energy less fixed offsets of O -568.88, P -755.39, Si -635.61 eV per atom: 2.536 eV

The program warned: the cutoff lies below the one the program advises for these potential files; the exchange-correlation potential is rough where the density is thin.
